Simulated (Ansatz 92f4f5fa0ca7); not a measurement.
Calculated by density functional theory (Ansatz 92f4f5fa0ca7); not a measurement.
Periodic cell of 175 atoms, Si99O76, from a study of silicon, its oxide and their interface. The atomic structure is a simulated model.

Settings
functional: r2SCAN
potential files: Ansatz norm-conserving
basis: plane waves
wave-function cutoff: 1300 eV
density cutoff ratio: 4
exchange-correlation grid ratio: 1
k mesh: 2 x 2 x 1, shifted by 0.5 0.5 0.5 of a step
self-consistency stop: 5e-08 eV per atom in the density residual
occupations: Fermi-Dirac, 0.05 eV
spin: none
net charge: 0

Cell vectors (angstrom)
a  11.5403  0  0
b  0  11.5403  0
c  -3.986  0.2772  22.6826

Atoms: element, x, y, z (angstrom)
Si  7.2848  2.3347  0.8754
Si  7.4012  4.6973  0.9511
Si  13.2345  9.0431  2.0522
Si  8.7564  -2.2431  -0.8105
Si  1.5161  5.2086  2.4178
Si  0.0864  10.3472  -0.2975
Si  3.3243  2.8011  0.8877
Si  3.5012  5.2745  1.1928
Si  -0.4076  5.7557  -1.1423
Si  1.6629  1.7189  2.2828
Si  -0.3327  4.7234  0.9512
Si  3.4146  7.8513  0.7599
Si  5.3096  1.8368  2.0602
Si  5.5096  5.3056  2.3732
Si  5.7002  9.0756  2.3135
Si  9.1197  1.5498  2.1551
Si  9.228  5.197  2.324
Si  8.0152  9.2715  2.086
Si  1.528  3.4045  3.9096
Si  1.3142  7.2384  3.545
Si  1.7363  11.1075  3.2439
Si  5.3729  3.4507  3.8516
Si  5.3281  7.2326  3.7019
Si  5.3662  11.254  3.2268
Si  9.1282  3.3728  3.8057
Si  8.9985  7.2854  3.4262
Si  8.9974  11.0666  3.3125
Si  -0.4882  3.3449  5.1315
Si  -0.6179  7.186  4.8647
Si  -0.4045  11.0274  4.3555
Si  3.4602  3.4968  5.2983
Si  3.2897  7.2182  4.9157
Si  3.5609  11.2873  4.6813
Si  7.2388  3.4652  5.3636
Si  7.2286  7.2283  5.0551
Si  7.2219  11.2526  4.8065
Si  -0.4141  1.1748  5.9981
Si  -0.657  5.3082  6.46
Si  -0.4592  9.2681  5.8762
Si  3.5806  1.3846  6.4019
Si  3.2798  5.5084  6.5997
Si  3.5222  9.3284  5.9027
Si  7.3116  1.3507  6.5192
Si  7.0116  5.569  6.7221
Si  7.2822  9.2929  6.2066
Si  1.5347  0.6066  7.1718
Si  1.259  5.4172  7.8045
Si  1.5345  9.8139  6.9873
Si  5.441  0.5738  7.7323
Si  4.9898  5.9961  8.1431
Si  5.2822  9.746  7.4049
Si  9.3963  0.614  7.4959
Si  9.002  5.7882  7.9388
Si  9.3462  9.6554  7.38
Si  4.3057  8.3437  9.0485
Si  0.5954  7.1392  9.3102
Si  1.2614  1.0485  9.4218
Si  5.9235  4.688  10.7052
Si  11.3992  2.0207  16.4938
Si  6.0819  0.4216  10.8585
Si  10.6887  3.5449  10.3655
Si  9.8822  7.8236  8.8797
Si  10.4124  1.425  9.4638
Si  9.174  0.1085  10.8846
Si  1.9363  8.9713  9.1004
Si  1.3875  3.9801  9.6397
Si  7.7149  4.2195  16.2144
Si  5.6726  2.5563  12.8792
Si  4.3772  9.4575  11.1617
Si  7.2543  1.9423  23.7136
Si  9.2621  8.8048  10.9091
Si  1.575  -0.8625  10.7612
Si  5.3536  1.2213  15.4488
Si  7.9026  1.7169  14.4508
Si  11.276  3.7026  12.6248
Si  11.1104  -0.8105  12.101
Si  1.81  5.3477  11.4019
Si  9.346  0.6782  18.4525
Si  3.9752  -0.5863  19.308
Si  8.786  4.7825  10.0455
Si  3.7954  7.0337  12.9847
Si  9.1969  8.512  21.0201
Si  2.3162  7.9549  15.3377
Si  10.4304  4.8309  15.2722
Si  2.3853  1.7005  20.6878
Si  6.3114  8.397  17.1408
Si  4.6085  6.5898  19.1926
Si  6.5114  4.2559  19.087
Si  -0.5435  2.1745  20.5809
Si  10.9307  12.364  13.8465
Si  1.9616  6.2808  17.7697
Si  7.6281  6.6831  12.0071
Si  4.8881  6.5718  21.4771
Si  6.2178  1.4029  18.4365
Si  6.3065  6.3093  14.7206
Si  1.2789  3.3333  18.6374
Si  9.2559  9.0711  18.0852
Si  11.3662  7.5407  16.4878
Si  4.1359  -1.2809  16.4115
O  7.995  -1.6734  0.4986
O  10.1917  -1.5447  -0.9158
O  8.8274  -3.812  -0.4618
O  11.9271  9.4998  1.0624
O  4.8699  8.6659  0.8838
O  7.1211  3.4253  22.9791
O  7.32  3.9908  10.1883
O  5.6138  0.9033  9.3722
O  4.9356  4.8626  9.4283
O  5.3183  3.8687  11.9895
O  3.2554  5.9726  11.876
O  3.0731  -1.1187  11.524
O  2.1363  2.4675  9.6876
O  5.265  1.2829  11.9694
O  6.5226  7.4197  15.875
O  6.4403  4.8438  15.422
O  7.2792  2.5762  13.2128
O  0.8005  6.5593  10.8923
O  0.8185  8.5137  15.6336
O  1.6094  4.7099  17.8762
O  5.3555  7.7144  18.2562
O  0.5642  7.1122  17.8873
O  0.4703  7.1588  -1.283
O  7.3403  4.9237  20.3102
O  5.3946  0.1724  19.082
O  8.7732  10.2132  10.1824
O  3.4411  -1.1355  17.8727
O  3.0003  7.9561  -0.8226
O  -1.1083  2.749  21.9825
O  6.2776  6.1892  11.2459
O  3.3523  9.1656  15.5497
O  -0.1139  3.3631  19.5184
O  9.9182  1.1719  19.8956
O  9.6194  -0.8957  18.1783
O  7.4909  4.2048  17.8019
O  1.1515  4.5459  12.6961
O  10.0965  1.5206  17.3019
O  5.6044  1.7942  16.9622
O  9.3071  1.0218  14.1043
O  4.5177  8.3294  12.3376
O  7.6675  0.7254  11.1267
O  7.9526  8.235  11.7022
O  9.644  8.3505  19.4735
O  8.0805  2.7385  15.6961
O  4.1849  0.1038  15.5612
O  6.7819  0.6059  14.9013
O  7.6926  8.8265  17.8212
O  0.0843  11.9678  -0.0499
O  8.9946  5.1596  15.9351
O  4.8444  6.3782  14.0378
O  2.886  0.4235  19.8736
O  1.1301  2.1535  17.5048
O  6.0741  2.7132  19.388
O  10.3941  9.1887  12.066
O  10.0357  8.3653  16.8472
O  4.9134  2.366  14.3424
O  0.1407  0.9265  15.3151
O  7.7589  0.9421  18.344
O  7.4735  6.4864  13.6065
O  3.7053  5.5987  22.0995
O  2.4626  7.4705  13.8085
O  8.8524  5.8306  11.3415
O  2.6304  6.6848  16.3301
O  5.7162  10.4046  11.131
O  2.9975  6.6854  18.9325
O  10.2845  4.4658  13.6916
O  5.6672  -1.7538  16.6215
O  11.1325  3.524  15.9345
O  5.1831  5.1218  18.7117
O  7.2374  1.6695  -0.6628
O  11.5013  13.6773  13.0413
O  0.8221  1.3826  20.9928
O  11.2196  6.2154  15.5505
O  4.0971  -1.7767  20.4006
O  8.715  10.0615  21.2792
O  2.4836  2.987  19.6763

Results
free energy: -46922.687 eV
free energy less fixed offsets of O -463.61, Si -117.95 eV per atom: -11.277 eV
pressure: -1.78 GPa
stress xx, yy, zz, yz, xz, xy (GPa, positive in tension): 1.58, 2.22, 1.54, 0.29, 0.01, 0.1

Forces (eV/angstrom), in the order of the atoms: element, x, y, z
Si  -0.0092  -0.5344  -0.441
Si  0.0953  0.3322  -0.0919
Si  -0.6091  0.297  -0.2162
Si  -0.1564  0.0602  -0.3744
Si  -0.0313  -0.2162  -0.0093
Si  0.2331  0.3423  -0.2829
Si  -0.18  -0.2505  -0.7969
Si  -0.0157  0.1476  0.2936
Si  -0.0606  -0.0871  0.1
Si  -0.0336  0.283  -0.1977
Si  0.471  -0.5736  -0.0854
Si  0.5855  -0.0466  -0.9552
Si  -0.0236  0.0259  0.0453
Si  0.0243  -0.0431  0.0013
Si  -0.868  -0.1767  -0.3605
Si  -0.1008  0.1583  0.0951
Si  0.0107  -0.0346  -0.2563
Si  0.6384  0.2951  -0.0554
Si  -0.0743  0.1491  0.3175
Si  -0.0817  -0.1288  0.2712
Si  0.0423  0.2239  0.2802
Si  0.1186  0.1338  0.0975
Si  0.0473  -0.0825  0.1983
Si  0.0099  0.2614  0.1702
Si  0.0653  -0.1867  -0.0467
Si  -0.0016  -0.1179  -0.2038
Si  0.1309  0.0898  -0.1035
Si  -0.0884  0.0094  -0.0218
Si  -0.0252  0.0601  0.0399
Si  -0.0252  -0.0499  -0.3309
Si  0.0704  -0.1565  -0.1017
Si  0.228  0.1866  -0.1232
Si  0.0226  -0.2542  -0.3444
Si  -0.1633  -0.1104  -0.0633
Si  -0.1957  0.3233  -0.0317
Si  -0.1537  -0.2844  -0.0442
Si  -0.0908  0.0341  0.0342
Si  -0.1997  -0.005  -0.1078
Si  0.1289  0.0529  0.0903
Si  0.0949  0.0757  -0.0353
Si  -0.1936  0.0067  -0.3497
Si  0.0276  0.1514  -0.0858
Si  0.3436  -0.0119  -0.097
Si  0.2146  0.0011  -0.1555
Si  0.046  0.093  0.0692
Si  -0.1687  -0.02  0.0771
Si  -0.0419  0.0338  -0.0926
Si  -0.1265  -0.1364  0.1411
Si  -0.0483  0.1543  0.6719
Si  -0.2313  -0.3422  0.7974
Si  -0.0956  -0.3626  0.0433
Si  0.1194  -0.0055  -0.3609
Si  0.2741  0.3025  0.0031
Si  0.0231  0.312  -0.0858
Si  -0.049  0.2267  0.2484
Si  0.129  -0.0574  0.5195
Si  0.0376  0.2526  -0.1563
Si  -0.0425  -0.1808  0.4767
Si  -0.0152  -0.0687  0.0809
Si  -0.0218  0.112  0.3147
Si  -0.0286  0.0582  0.02
Si  -0.05  -0.1116  -0.1599
Si  -0.1043  -0.1275  0.0048
Si  0.3378  0.4022  -0.3867
Si  0.0333  -0.0819  -0.35
Si  0.2299  -0.8252  -0.5105
Si  -0.1107  0.0901  0.0237
Si  -0.1115  -0.1793  0.3649
Si  0.5672  -0.2631  0.2513
Si  0.1563  -0.0063  -0.5102
Si  -0.3228  0.3213  0.218
Si  1.1948  -0.4617  0.2165
Si  -0.2871  0.0448  0.1225
Si  0.1083  -0.0227  0.2803
Si  -0.0691  -0.1524  0.3297
Si  -1.0751  -0.3408  0.5225
Si  0.0063  0.5342  0.9796
Si  -0.1002  -0.0542  -0.2218
Si  0.0825  0.1598  -0.4946
Si  0.0089  -0.1845  0.2501
Si  -0.0368  -0.0133  0.4056
Si  0.3763  0.0619  -0.5126
Si  0.0636  0.055  -0.0187
Si  -0.0104  0.0153  0.1063
Si  0.0514  0.0304  -0.3225
Si  0.0387  0.0641  -0.1082
Si  -0.5825  0.229  -0.7973
Si  -0.166  -0.3562  -0.4638
Si  0.0314  -0.0387  -0.0333
Si  0.1352  0.3371  0.4194
Si  -0.0118  -0.0868  0.0839
Si  0.1232  0.1633  0.3751
Si  -0.136  -0.2364  -0.5377
Si  -0.0254  -0.0025  -0.2454
Si  -0.0763  -0.1876  0.3843
Si  0.149  0.1292  -0.2733
Si  0.0264  0.0657  -0.3509
Si  -0.165  0.1778  0.0503
Si  -0.0322  0.1272  -0.0888
O  0.1668  -0.2591  0.3081
O  -0.0675  -0.1453  0.2271
O  -0.0245  0.2185  0.1526
O  0.3647  -0.4369  0.2825
O  -0.1568  -0.256  0.6512
O  0.0935  0.3022  0.5855
O  0.239  0.4075  0.078
O  -0.0895  -0.205  -0.4485
O  0.062  0.5801  -0.6242
O  0.151  0.1195  -0.3951
O  -0.2781  -0.0287  -0.2724
O  -0.2225  -0.0801  -0.4443
O  -1.0707  0.2921  0.0635
O  0.3183  0.0091  -0.2332
O  -0.099  -0.0434  -0.0698
O  0.2504  0.1362  -0.0497
O  -0.1547  -0.0971  -0.0239
O  0.0221  -0.0149  -0.3114
O  0.146  -0.3644  0.1085
O  -0.027  -0.0303  0.1428
O  -0.0197  -0.2231  0.2567
O  0.1156  -0.0689  -0.4058
O  -0.0019  -0.3266  -0.2329
O  0.1207  0.5859  0.4459
O  -0.2377  -0.0871  0.0933
O  0.3433  -0.3434  0.6313
O  0.2198  0.0646  0.1665
O  -0.3784  0.1164  0.3916
O  0.2082  0.0418  0.4829
O  0.0282  -0.0704  -0.0554
O  -0.0717  -0.1583  0.0407
O  0.1243  -0.3114  0.1295
O  0.1515  0.172  -0.0003
O  -0.1002  -0.0611  0.1105
O  -0.1294  0.0426  0.1158
O  0.012  0.1468  -0.4922
O  0.0822  -0.0071  0.1099
O  0.1113  -0.15  0.0005
O  0.3094  -0.0802  -0.1806
O  -0.1811  0.1568  -0.0562
O  -0.0567  -0.1386  0.0916
O  0.1373  -0.2593  -0.1134
O  -0.2715  0.0789  0.3058
O  -0.0825  -0.0126  -0.2357
O  0.2682  -0.0809  0.1266
O  -0.0258  0.4627  -0.068
O  0.0403  -0.0705  0.0892
O  -0.21  -0.0889  0.3449
O  0.0472  -0.2716  -0.1248
O  0.0092  0.1452  -0.2714
O  0.0917  0.0823  0.1969
O  -0.1813  0.2149  0.1617
O  0.156  0.2658  -0.0286
O  0.1243  0.1183  -0.3611
O  0.0831  -0.0773  0.1758
O  0.3902  -0.1232  -0.2466
O  -0.3267  0.1737  -0.2412
O  0.0302  0.0825  0.0613
O  -0.1249  -0.0251  -0.4697
O  0.1781  0.1299  0.3281
O  0.2108  0.005  -0.0499
O  -0.323  -0.1767  -0.2136
O  -0.2206  0.2426  0.0459
O  -0.3149  0.0564  -0.0194
O  0.2039  -0.1182  -0.1948
O  0.2443  -0.1425  -0.0962
O  -0.203  -0.1802  0.0432
O  -0.1111  0.0562  -0.0473
O  0.1891  0.1648  0.397
O  -0.0628  0.2963  0.4103
O  -0.0664  -0.0762  0.1679
O  -0.0413  0.2506  -0.0059
O  -0.0138  -0.0693  0.0916
O  0.1795  -0.0352  0.5523
O  -0.1948  -0.1664  0.343
O  -0.3086  -0.2526  0.141
